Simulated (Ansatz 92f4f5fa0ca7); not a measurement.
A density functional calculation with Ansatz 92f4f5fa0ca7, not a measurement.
Periodic cell of 252 atoms, Si144O100N8, from a study of silicon, its oxide and their interface. The atomic structure is a simulated model.
Doubt: the cutoff is far below the 930 eV that the study's wrapper takes by default for these files, so forces and energies are approximate.

Settings: functional PBE; potential files Ansatz PAW; basis plane waves; wave-function cutoff 580 eV; density cutoff ratio 5; exchange-correlation grid ratio 1; k mesh 1 x 1 x 1, Gamma-centred; self-consistency stop 5e-08 eV per atom in the density residual; occupations fixed; spin none; net charge 0.

Cell vectors (angstrom)
a	10.938	0	0
b	0	10.938	0
c	-2.638	-4.898	34.7362

Atoms: element, x, y, z (angstrom)
Si	-1.4035	-5.8193	27.0721
Si	1.2042	-3.1327	27.4844
Si	-1.1002	-1.0195	27.4004
Si	2.0155	-9.324	26.9243
Si	-6.5352	-6.4894	27.3097
Si	-3.8309	-3.7378	27.0981
Si	4.0568	-0.7751	27.5278
Si	-4.1996	-8.5926	27.3756
Si	0.0739	-4.8326	28.6099
Si	2.7678	-2.1098	28.8747
Si	0.1491	-10.2368	28.3703
Si	2.8366	-7.6985	28.5059
Si	-5.3769	-4.8491	28.5302
Si	-2.6784	-2.23	28.6025
Si	5.655	0.5935	28.5791
Si	-2.5503	-7.4418	28.5404
Si	-1.3066	-3.5407	30.0027
Si	1.3731	-0.6559	29.9974
Si	-1.2496	-8.9457	29.8578
Si	1.4576	-6.2896	29.8947
Si	4.2099	-3.5533	29.9913
Si	6.9508	-0.8058	29.9572
Si	4.2052	1.9056	29.946
Si	-4.0032	-6.1966	29.9486
Si	-2.638	-4.898	31.318
Si	0.0965	-2.1635	31.318
Si	-2.638	-10.367	31.318
Si	0.0965	-7.6325	31.318
Si	2.831	-4.898	31.318
Si	5.5655	-2.1635	31.318
Si	2.831	0.571	31.318
Si	5.5655	-7.6325	31.318
Si	1.3673	-1.3673	3.418
Si	4.1018	1.3673	3.418
Si	1.3673	4.1018	3.418
Si	4.1018	-4.1018	3.418
Si	6.8362	-1.3673	3.418
Si	-1.3673	1.3673	3.418
Si	6.8362	4.1018	3.418
Si	-1.3673	-4.1018	3.418
Si	2.5479	0.1593	4.7005
Si	5.5447	2.6468	4.7267
Si	2.859	5.3388	4.757
Si	5.4034	-2.6366	4.8697
Si	-2.63	-0.1223	4.8641
Si	-0.0368	2.792	4.7477
Si	8.2446	5.4534	4.7978
Si	-0.0673	-2.71	4.8956
Si	1.1222	1.3498	6.1562
Si	4.1789	3.8564	6.1748
Si	1.4259	-4.2077	5.9694
Si	3.8961	-0.9546	6.1433
Si	-3.9421	1.3918	6.0806
Si	-1.2193	4.1704	6.2142
Si	6.7604	-4.2739	6.1578
Si	-1.4711	-1.4228	6.5916
Si	-0.2282	0.3752	7.9059
Si	2.4909	2.7308	7.3888
Si	0.4636	-5.7208	7.5418
Si	2.7865	-2.7878	7.1486
Si	5.5278	0.3242	7.5483
Si	-2.5102	2.66	7.4185
Si	5.8694	4.8746	7.4681
Si	-3.0585	-3.0655	7.8849
Si	-1.2708	-6.2653	32.6852
Si	1.4637	-3.5308	32.6852
Si	-1.2708	-11.7343	32.6852
Si	1.4637	-8.9998	32.6852
Si	4.1982	-6.2653	32.6852
Si	6.9327	-3.5308	32.6852
Si	4.1982	-0.7963	32.6852
Si	6.9327	1.9382	32.6852
Si	0.0965	-4.898	34.0525
Si	2.831	-2.1635	34.0525
Si	0.0965	-10.367	34.0525
Si	2.831	-7.6325	34.0525
Si	5.5655	-4.898	34.0525
Si	-2.638	-2.1635	34.0525
Si	5.5655	0.571	34.0525
Si	-2.638	-7.6325	34.0525
Si	1.3673	1.3673	0.6835
Si	4.1018	4.1018	0.6835
Si	1.3673	-4.1018	0.6835
Si	4.1018	-1.3673	0.6835
Si	6.8362	1.3673	0.6835
Si	-1.3673	4.1018	0.6835
Si	6.8362	-4.1018	0.6835
Si	9.5708	-1.3673	0.6835
Si	0	0	2.0507
Si	2.7345	2.7345	2.0507
Si	0	-5.469	2.0507
Si	2.7345	-2.7345	2.0507
Si	5.469	0	2.0507
Si	8.2035	2.7345	2.0507
Si	5.469	5.469	2.0507
Si	8.2035	-2.7345	2.0507
Si	7.3907	8.431	16.5522
Si	1.1809	7.2225	9.6721
Si	3.7313	4.9822	14.1457
Si	8.1786	0.6674	25.2574
Si	12.2759	-0.6131	22.2404
Si	-0.513	-2.6407	23.1189
Si	-0.4167	-6.6377	21.4174
Si	5.2208	-2.4244	8.4985
Si	-0.5627	5.0764	10.5017
Si	5.1508	2.4724	13.272
Si	-2.8383	-0.6472	18.8
Si	-4.7744	1.5298	10.4552
Si	0.2782	2.6069	11.9468
Si	0.2963	-0.9692	10.612
Si	12.7287	0.4497	19.5656
Si	0.0247	5.6031	24.2895
Si	-9.226	-5.7729	19.4561
Si	5.8974	6.2989	9.9817
Si	-3.338	-8.4619	14.9753
Si	2.0615	-1.4796	13.0798
Si	3.4069	6.9913	11.7988
Si	7.1522	10.41	14.4146
Si	3.866	7.1174	18.8345
Si	-0.6622	1.162	17.6298
Si	8.9445	-2.9844	20.4614
Si	2.9576	1.4928	23.9037
Si	6.452	-4.4521	20.1761
Si	-1.8575	1.0416	10.2433
Si	-9.5451	4.9367	16.2803
Si	7.3575	-0.9875	11.4749
Si	3.1179	-12.1024	17.3909
Si	-0.2487	2.5954	14.988
Si	-1.5649	-3.2603	10.4954
Si	4.7301	-4.186	16.0698
Si	8.2537	3.5089	17.7248
Si	4.1434	-1.2212	11.0274
Si	2.1856	1.0535	9.9791
Si	2.8379	-4.7464	25.2238
Si	9.5238	0.1597	22.9323
Si	8.5405	6.3829	18.0575
Si	2.181	2.9219	21.3253
Si	4.2409	-0.0409	14.7403
Si	5.5489	-11.0147	23.6077
Si	-3.9474	0.8626	21.169
Si	7.6449	4.1667	9.7259
Si	5.0286	8.2916	25.0558
Si	1.8588	-3.0434	15.5904
Si	-3.5107	-7.1907	20.6005
N	3.2601	8.6879	12.0971
O	-2.7844	-2.3952	11.1581
O	4.9056	6.7117	11.2008
O	1.6785	-5.3615	24.2398
O	-2.6599	-4.8217	26.6639
O	-1.2238	-0.431	10.5829
O	3.8703	8.6535	18.3063
O	4.2944	-3.4188	7.5623
O	-2.0935	-11.403	26.2078
O	-4.9326	7.7143	16.1565
O	6.6198	2.995	13.7815
O	2.9856	0.3055	26.9176
O	2.0914	1.9494	25.2581
N	0.3192	5.8068	9.1853
N	-1.5618	1.4977	8.5418
O	4.5265	1.5378	14.4603
O	9.3274	1.1614	24.2065
N	-4.4291	7.6301	9.087
O	-0.5073	7.1605	24.2755
O	-0.5156	-5.9981	22.9121
O	9.1327	2.7735	14.5505
O	2.6624	4.218	20.4318
O	-6.6356	6.1794	17.5481
O	2.6745	-6.3741	15.3228
O	-4.1835	-19.4084	21.3339
O	4.1626	3.7578	13.1704
O	7.1448	-1.6432	17.9258
O	-1.9073	-3.6312	8.9168
O	3.3141	0.1664	10.7876
O	2.4354	0.1139	23.1847
O	2.8952	2.718	22.7965
O	5.4028	1.156	9.0126
O	7.1642	-5.4614	10.5647
O	-3.5382	-3.3354	20.9049
O	-1.1361	1.9792	11.391
O	0.0816	-2.0695	26.8474
O	-1.4835	6.9838	19.2545
O	6.9405	0.0299	24.4356
O	-1.3083	-4.6538	11.3227
O	5.5596	-0.8585	14.2324
O	0.5142	2.3422	13.5545
O	8.5867	-3.5819	16.7681
O	5.7141	-1.1764	11.455
O	1.0101	-2.0652	22.9088
O	2.3983	-4.2915	19.3691
O	0.9748	-0.7293	12.0989
O	11.3478	0.8993	18.8253
O	-4.4949	-3.2657	25.6416
O	1.0705	6.5432	16.066
O	9.0068	-7.0285	20.982
O	1.6759	-0.7878	20.6481
O	2.036	-14.7195	26.2448
O	-3.0321	-1.633	15.3085
O	4.0103	-3.8267	24.5505
O	7.3658	0.883	15.1811
O	0.2104	-6.9535	15.7041
O	9.5	2.5254	18.0064
O	-3.6062	-7.7582	16.4229
O	-2.5199	-10.439	21.8279
O	4.91	6.967	20.0788
N	0.9394	0.0247	9.2998
O	7.853	-0.5662	12.9675
O	4.4796	-1.7599	26.2995
O	1.3283	-2.5155	14.126
O	3.4725	-3.3182	15.4718
O	5.1405	-5.6642	8.9292
O	5.5446	-7.5886	26.803
O	0.5577	2.9996	21.5458
O	4.1274	-1.8606	9.5352
O	-4.3537	-5.855	21.0056
O	1.5432	3.9978	7.7947
O	2.8595	-0.3551	13.9436
O	2.5072	1.6403	20.3932
O	2.868	1.9703	8.812
O	6.9793	2.9273	10.5055
O	0.2531	4.2133	11.6167
N	0.0577	-2.6344	10.4127
O	-4.7811	-1.1975	7.8802
O	3.6041	-5.981	25.9594
O	9.0195	4.9354	17.5647
O	8.9877	-1.452	19.9202
O	9.4242	-1.3963	23.4729
O	9.1456	-0.011	17.7212
O	-3.9303	-4.6451	18.6414
O	5.0236	-5.3685	14.9789
O	2.782	0.0553	18.3744
O	0.2771	5.2316	20.2505
O	4.5168	1.0567	24.2248
O	4.08	-11.3787	16.2998
O	-0.9983	-3.2617	21.6973
O	-0.5818	-6.0876	25.629
O	5.1242	-1.6465	23.7737
O	7.2633	3.4864	19.0034
O	3.116	6.1036	13.1275
O	0.0349	-10.5706	22.2683
O	1.8355	8.1446	8.5019
N	7.2628	3.9057	8.0615
O	1.5555	2.0169	11.134
O	-1.67	4.1143	9.7834
O	7.1097	0.3924	19.6017
O	1.7672	9.1031	16.707
O	-5.6997	1.6952	11.8215
O	5.7809	0.1492	22.0003
O	1.5737	4.6273	17.8938
O	2.3077	-4.3397	10.6721
O	-0.0623	-9.5765	16.0954
O	-3.3064	-8.9851	26.0526
N	-3.4548	0.455	10.5418

Results
free energy: -151495.327 eV
free energy less fixed offsets of N -385.13, O -568.88, Si -635.61 eV per atom: 1.553 eV

Forces (eV/angstrom), in the order of the atoms: element, x, y, z
Si	-0.0744	-0.0291	-0.1426
Si	-0.0415	0.0612	-0.1052
Si	0.0507	-0.0685	-0.0722
Si	-0.2318	-0.0269	-0.3379
Si	0.0704	-0.1341	-0.1389
Si	0.0209	0.02	-0.053
Si	-0.1158	0.1123	-0.1404
Si	-0.0484	0.192	-0.1226
Si	0.0064	0.006	0.079
Si	0.0177	0.0155	0.0134
Si	0.1566	0.0302	0.1726
Si	0.0461	-0.0578	0.2138
Si	0.0537	0.0064	0.0146
Si	0.0267	-0.028	0.0418
Si	-0.0036	-0.0463	0.0458
Si	-0.018	0.0356	0.0271
Si	0.0277	0.0155	-0.0381
Si	-0.1352	-0.0169	-0.0215
Si	-0.0182	-0.0504	0.0101
Si	-0.007	-0.0057	-0.006
Si	-0.0444	-0.0005	-0.022
Si	0.0115	-0.0056	-0.0308
Si	-0.0003	0.0735	-0.0046
Si	-0.0206	-0.0572	-0.0126
Si	-0.1756	0.0281	0.6009
Si	-0.325	0.3535	0.1038
Si	0.3795	0.155	-0.3941
Si	0.018	-0.0189	-0.271
Si	-0.0107	-0.4689	-0.0976
Si	0.0571	0.0479	0.1082
Si	-0.0129	0.2717	0.4014
Si	0.028	0.0792	-0.2332
Si	-0.6401	-0.259	0.1284
Si	-0.2006	0.144	-0.4509
Si	0.4128	-0.268	-0.2989
Si	0.2631	0.208	0.2942
Si	0.178	-0.2366	0.4719
Si	-0.1215	-0.2166	0.2085
Si	0.2813	0.0162	-0.0761
Si	-0.0202	0.2791	0.2643
Si	-0.0471	-0.0218	0.0287
Si	-0.0407	0.0728	0.054
Si	-0.0256	0.0224	-0.0383
Si	-0.0962	-0.031	-0.0497
Si	-0.0692	0.0935	-0.0356
Si	-0.0081	-0.0134	-0.0199
Si	0.0467	-0.0347	0.0524
Si	-0.0035	0.0232	0.0305
Si	-0.0009	-0.0253	-0.1663
Si	0.1054	0.0625	-0.0216
Si	-0.0584	-0.1026	-0.0947
Si	0.1934	-0.1107	-0.0344
Si	-0.0182	-0.1678	-0.1935
Si	-0.1928	-0.0198	-0.1656
Si	0.1797	0.3107	-0.1123
Si	0.0952	-0.0473	0.0543
Si	-0.1198	-0.0204	0.0723
Si	0.1047	0.0159	0.1808
Si	0.1929	0.1147	0.2368
Si	0.0825	0.055	0.1368
Si	-0.1269	0.0397	0.098
Si	0.0565	0.045	0.1238
Si	-0.1648	-0.3949	0.1055
Si	-0.0602	-0.0982	0.0672
Si	-0.0423	-0.0309	-0.0324
Si	0.0275	0.0459	-0.067
Si	0.0491	-0.0512	0.0528
Si	0.1347	0.0792	0.0107
Si	-0.0612	-0.0246	0.0157
Si	0.079	0.0309	0.0546
Si	-0.0449	-0.0799	-0.0415
Si	0.0298	0.0476	-0.0553
Si	-0.0833	0.0045	-0.0272
Si	0.0588	0.0247	-0.0029
Si	0.0381	0.0178	-0.0378
Si	-0.0519	-0.0442	-0.0078
Si	-0.0316	-0.009	-0.029
Si	-0.0492	0.0665	0.01
Si	-0.0342	0.0154	-0.0211
Si	0.0497	-0.0046	0.0011
Si	0.0873	-0.018	0.0065
Si	-0.1142	-0.012	0.0225
Si	-0.0241	-0.0161	-0.0074
Si	0.1299	-0.0106	0.0309
Si	-0.0196	0.0519	0.0113
Si	0.038	-0.0717	0.0522
Si	0.0194	-0.0133	-0.0077
Si	-0.0406	0.0503	0.0238
Si	-0.0001	-0.0348	-0.0543
Si	0.0685	0.0992	-0.1261
Si	0.1327	0.1398	0.0705
Si	-0.1072	-0.1219	0.0775
Si	-0.1179	-0.0444	0.0729
Si	-0.1424	-0.0774	-0.0087
Si	0.167	0.1394	0.0161
Si	-0.0825	-0.0977	0.0136
Si	0.0161	0.004	0.0042
Si	-0.0112	-0.0047	0.0104
Si	0.0016	-0.0025	-0.0247
Si	0.0367	0.0118	-0.0522
Si	0.0111	0.0509	0.0599
Si	0.034	0.0048	0.0121
Si	0.0063	-0.0423	0.0534
Si	0.0754	0.0962	-0.02
Si	0.0436	-0.0228	0.0099
Si	0.0067	0.0156	0.0161
Si	-0.0214	-0.0053	0.0527
Si	-0.0687	-0.0129	-0.0964
Si	0.0011	0.008	-0.0325
Si	0.045	-0.0063	-0.0485
Si	0.0118	-0.0054	0.0837
Si	0.0073	0.0322	-0.0484
Si	0.0084	-0.0132	0.0524
Si	0.0222	0.0164	0.065
Si	-0.0104	-0.0006	-0.0428
Si	0.0286	-0.0099	-0.0234
Si	-0.0287	-0.0029	-0.0043
Si	0.0004	0.0122	-0.0242
Si	-0.0026	-0.0048	0.0376
Si	0.0236	0.0158	0.0099
Si	0.0089	0.015	0.0624
Si	-0.0223	-0.0281	0.0129
Si	0.0306	0.014	0.0276
Si	-0.0153	0.0418	-0.0254
Si	0.0322	-0.0122	-0.0173
Si	0.0112	0.0414	0.005
Si	-0.015	0.0114	0.0098
Si	-0.0124	-0.0124	-0.0457
Si	0.0413	-0.0067	0.0359
Si	-0.0026	-0.0064	-0.0208
Si	-0.0039	-0.007	0.0201
Si	-0.0035	-0.0189	-0.0287
Si	-0.0119	0.0388	-0.0795
Si	-0.0131	0.0124	0.0028
Si	0.0333	0.004	-0.0246
Si	0.0112	0.0134	0.0225
Si	-0.0187	-0.0623	0.0964
Si	0.0021	0.0138	-0.0057
Si	-0.0612	0.0228	-0.0402
Si	0.0132	-0.012	0.0957
Si	-0.0874	0.0033	0.0414
Si	-0.0066	0.0256	-0.0115
Si	-0.0013	0.0019	-0.0442
Si	0.0309	-0.0265	0.0457
N	-0.0091	-0.0154	0.0199
O	0.0168	-0.0165	-0.0172
O	0.0325	-0.0149	-0.0367
O	0.0102	-0.0045	0.018
O	0.0154	0.0096	0.0362
O	-0.0583	0.0066	-0.0422
O	0.0124	-0.0034	0.0005
O	-0.0575	0.0434	0.0187
O	0.0046	0.0131	0.0284
O	-0.001	-0.0066	-0.0037
O	0.0185	-0.0117	0.007
O	0.05	-0.0542	0.0622
O	0.0927	-0.0123	0.0222
N	0.0183	-0.0518	-0.0831
N	0.0474	-0.0483	-0.008
O	-0.0092	-0.033	-0.0019
O	-0.0311	-0.0182	0.0179
N	-0.106	-0.0024	0.0165
O	-0.0092	-0.0029	0.0072
O	-0.0012	-0.0123	-0.0109
O	-0.0127	0.0039	0.0118
O	-0.0197	0.0236	-0.0376
O	0.0072	-0.0092	-0.006
O	-0.0107	-0.0005	0.0055
O	-0.0016	-0.0046	-0.0243
O	0.0003	-0.0061	-0.0107
O	-0.0005	0.0066	-0.0214
O	-0.1248	0.1611	-0.1585
O	0.0395	-0.023	0.0104
O	-0.064	-0.045	-0.0492
O	-0.0257	0.0488	-0.1009
O	0.1162	0.0584	0.1788
O	0.0365	-0.0804	-0.0722
O	-0.0174	-0.0167	-0.0255
O	-0.0224	-0.0173	-0.0065
O	-0.0116	0.0118	0.0757
O	-0.0113	-0.0142	-0.0397
O	0.0001	-0.0062	0.0328
O	-0.0208	0.0011	-0.0184
O	-0.012	-0.0015	0.0065
O	-0.0133	-0.0055	0.0258
O	-0.0157	-0.0092	0.0084
O	-0.0342	0.0001	-0.0066
O	-0.0179	-0.0024	-0.01
O	0.0045	0.0037	-0.0174
O	-0.0228	0.0108	-0.0319
O	-0.0115	-0.0044	-0.0444
O	-0.0049	-0.0098	0.0125
O	-0.012	0.01	0.0025
O	-0.0006	0.0195	-0.0152
O	-0.0051	0.0259	-0.024
O	0.0233	-0.0157	-0.0042
O	-0.0092	-0.0056	0.0027
O	-0.0161	-0.0001	0.0258
O	-0.0003	-0.003	0.002
O	-0.002	0.0082	0.0028
O	0.0013	0.0007	-0.0082
O	0.0008	0.0072	-0.0107
O	-0.0361	-0.0033	-0.03
O	-0.0079	0.0021	-0.0215
N	-0.0109	-0.0078	0.039
O	-0.0004	-0.0183	-0.0089
O	0.0099	0.0031	0.0318
O	-0.0015	-0.0061	0.0142
O	0.0087	0.0092	0.0024
O	0.0437	0.0197	-0.0309
O	0.0186	0.0173	0.1098
O	0.0315	0.0357	-0.0272
O	0.0674	-0.0259	-0.1231
O	-0.014	0.0026	-0.0147
O	-0.0674	0.0394	-0.0532
O	0.0086	0.0105	0.0109
O	-0.0243	0.0228	-0.0221
O	-0.0586	0.0063	-0.0075
O	0.06	0.0737	-0.0629
O	-0.0125	-0.0156	-0.0113
N	-0.0058	0.0206	-0.0058
O	0.009	-0.1014	-0.0232
O	-0.0085	0.0266	0.0245
O	-0.0015	0.0143	-0.0058
O	-0.0033	-0.005	-0.0344
O	-0.0119	-0.0015	0.0091
O	-0.0084	-0.0026	-0.0134
O	-0.0119	-0.0121	-0.0242
O	-0.0048	0.0051	0.0166
O	-0.0023	0.0018	-0.0294
O	0.0144	0.0052	-0.0396
O	0.0746	-0.0376	0.0013
O	0.0015	-0.0077	-0.0027
O	-0.0242	-0.0019	-0.0435
O	-0.0325	-0.0057	0.0862
O	0.0127	-0.0045	0.0202
O	-0.0126	0.0116	-0.0491
O	-0.0038	-0.0068	0.006
O	0.0046	-0.0155	-0.0166
O	-0.0005	-0.0244	-0.0325
N	-0.0159	0.0685	0.0867
O	0.0108	-0.0152	-0.0084
O	-0.003	0.0165	-0.0147
O	0.0078	-0.0134	-0.0547
O	-0.0017	-0.0018	-0.002
O	0.0378	-0.0122	-0.0375
O	0.0344	0.0125	-0.0237
O	-0.0065	-0.0081	-0.011
O	0.0162	-0.0008	-0.0001
O	-0.0053	-0.0102	0.0115
O	0.0062	-0.0474	0.0326
N	0.0764	-0.0671	0.0217

The program warned: the cutoff lies below the one the program advises for these potential files; the exchange-correlation potential is rough where the density is thin.
